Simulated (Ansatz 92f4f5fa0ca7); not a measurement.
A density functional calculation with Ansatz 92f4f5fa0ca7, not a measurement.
Periodic cell of 221 atoms, Si132O87H1N1, from a study of silicon, its oxide and their interface. The atomic structure is a simulated model.
Doubt: the cutoff is far below the 930 eV that the study's wrapper takes by default for these files, so forces and energies are approximate.
This geometry differs little from another in the collection (a relaxation step or a small displacement).

Settings
functional: PBE
potential files: Ansatz PAW
basis: plane waves
wave-function cutoff: 580 eV
density cutoff ratio: 5
exchange-correlation grid ratio: 1
k mesh: 1 x 1 x 1, Gamma-centred
self-consistency stop: 5e-08 eV per atom in the density residual
occupations: fixed
spin: none
net charge: 0

Cell vectors (angstrom)
a	10.938	0	0
b	0	10.938	0
c	0	0	32.1947

Atoms and the computed forces on them: element, x, y, z (angstrom), force x, y, z (eV/angstrom)
Si	0.1856	-0.1316	24.5344	-0.0019	0.0014	-0.007
Si	5.59	-0.3105	24.7941	-0.001	-0.0004	-0.0047
Si	2.5153	3.0466	24.5199	0.003	0.0005	-0.0005
Si	8.0779	2.9741	25.0905	0.0041	-0.0037	-0.0055
Si	0.0416	5.1273	24.7073	-0.0038	-0.0037	-0.0081
Si	5.8198	5.1491	24.6887	-0.0028	0.0029	0.0017
Si	2.4409	8.5152	24.636	0	0.0029	-0.0055
Si	7.989	8.5946	24.8303	0.0082	-0.0022	-0.0028
Si	1.3991	1.4107	25.8868	-0.0004	0.0001	-0.0015
Si	6.75	1.3311	26.0732	0.0003	0.0038	0.0001
Si	4.068	4.1601	25.9541	-0.0017	0.0001	-0.0025
Si	9.6146	4.1332	26.3437	0.0006	0.0012	-0.0001
Si	1.2688	6.8478	25.8753	-0.0009	0.0031	0.0013
Si	6.8559	6.8579	25.9907	-0.0013	-0.0034	-0.001
Si	4.0277	9.5074	26.1124	-0.0022	0.0017	0.0011
Si	9.586	9.7328	26.0682	-0.0011	-0.0018	0.0009
Si	2.7152	0.0482	27.3856	0.0004	-0.0019	-0.0028
Si	8.1795	0.0597	27.4505	0.0013	-0.0012	-0.0029
Si	0.0661	2.658	27.4502	0.001	0.0012	-0.002
Si	5.3963	2.7565	27.39	0.0004	-0.0006	-0.0029
Si	2.6964	5.5368	27.3374	0.0027	-0.0027	-0.0014
Si	8.1786	5.5536	27.4771	-0.0007	0.0003	-0.0022
Si	-0.0318	8.2166	27.362	0.0015	0.0005	-0.0026
Si	5.455	8.1588	27.4144	-0.0001	-0.0008	-0.0011
Si	4.1018	1.3673	28.7764	-0.2283	0.1301	0.0789
Si	9.5708	1.3673	28.7764	0.105	0.0286	0.463
Si	1.3673	4.1018	28.7764	0.3527	0.0625	-0.183
Si	6.8362	4.1018	28.7764	-0.2709	0.0359	-0.1292
Si	4.1018	6.8362	28.7764	-0.2076	-0.1934	0.0451
Si	9.5708	6.8362	28.7764	0.0949	0.5857	0.3641
Si	1.3673	9.5708	28.7764	-0.0951	0.0594	-0.3602
Si	6.8362	9.5708	28.7764	-0.0283	-0.1718	-0.0751
Si	0	0	30.1437	-0.131	-0.1158	0.0275
Si	5.469	0	30.1437	-0.0074	-0.0157	-0.0547
Si	2.7345	2.7345	30.1437	0.1242	0.0799	0.0278
Si	8.2035	2.7345	30.1437	0.1215	0.0365	-0.0302
Si	0	5.469	30.1437	-0.0151	-0.0069	-0.0614
Si	5.469	5.469	30.1437	-0.0945	-0.1354	0.0196
Si	2.7345	8.2035	30.1437	0.0512	0.0229	-0.0512
Si	8.2035	8.2035	30.1437	0.1243	0.0384	0.0507
Si	1.3673	1.3673	31.5109	-0.0213	0.0464	-0.0478
Si	6.8362	1.3673	31.5109	-0.0204	-0.0226	-0.0299
Si	4.1018	4.1018	31.5109	-0.0161	-0.0428	0.018
Si	9.5708	4.1018	31.5109	-0.0528	0.0354	-0.0056
Si	1.3673	6.8362	31.5109	0.0142	0.0114	-0.0292
Si	6.8362	6.8362	31.5109	-0.0016	0.0402	-0.0386
Si	4.1018	9.5708	31.5109	-0.0185	0.0034	-0.0077
Si	9.5708	9.5708	31.5109	-0.0311	0.0306	0.0182
Si	2.7345	0	0.6835	-0.0058	0.0067	0.0294
Si	8.2035	0	0.6835	0.0483	0.0152	0.011
Si	0	2.7345	0.6835	-0.0084	-0.0317	0.0259
Si	5.469	2.7345	0.6835	0.0558	-0.0188	0.0057
Si	2.7345	5.469	0.6835	0.0096	-0.0052	0.0018
Si	8.2035	5.469	0.6835	0.0201	-0.0412	0.0372
Si	0	8.2035	0.6835	-0.0172	-0.0289	-0.0014
Si	5.469	8.2035	0.6835	0.0175	-0.02	0.0294
Si	4.1018	1.3673	2.0507	0.0114	0.0843	0.0394
Si	9.5708	1.3673	2.0507	-0.0709	-0.0435	-0.0131
Si	1.3673	4.1018	2.0507	0.0663	0.0248	-0.0119
Si	6.8362	4.1018	2.0507	-0.0932	-0.0523	0.0197
Si	4.1018	6.8362	2.0507	-0.1026	-0.046	0.0127
Si	9.5708	6.8362	2.0507	0.0364	0.1055	0.0356
Si	1.3673	9.5708	2.0507	-0.0458	-0.0357	0.0241
Si	6.8362	9.5708	2.0507	-0.0369	0.0111	-0.0064
Si	0	0	3.418	-0.3282	-0.1335	-0.3106
Si	5.469	0	3.418	0.2719	-0.119	0.0947
Si	2.7345	2.7345	3.418	0.3651	0.5665	-0.2163
Si	8.2035	2.7345	3.418	0.0047	-0.054	0.0985
Si	0	5.469	3.418	0.2183	0.0502	0.2881
Si	5.469	5.469	3.418	-0.1153	-0.4207	0.0672
Si	2.7345	8.2035	3.418	-0.0708	-0.2334	-0.1002
Si	8.2035	8.2035	3.418	0.0542	-0.0484	0.0397
Si	1.3596	1.3916	4.6737	-0.0022	-0.006	0.0007
Si	6.865	1.3378	4.8159	-0.0008	-0.004	-0.0041
Si	4.1111	4.0894	4.8705	-0.0037	-0.0038	0.0021
Si	9.574	4.0955	4.7885	-0.0021	0.007	0.0014
Si	1.4044	6.8272	4.8412	-0.0044	0.002	-0.0029
Si	6.8744	6.7629	4.7649	-0.0028	-0.0021	0.0014
Si	4.1416	9.502	4.7511	-0.0035	-0.0022	0
Si	9.5604	9.5705	4.8021	0.0027	-0.0044	-0.0084
Si	2.6636	-0.0689	5.9184	0.0178	0.0179	0.0222
Si	8.1966	-0.0136	6.2373	-0.008	-0.0036	0.0013
Si	0.031	2.7178	6.0794	0.0013	-0.0066	-0.0032
Si	5.4576	2.5755	6.2332	0.0208	0.0246	0.0022
Si	2.7859	5.5493	6.3296	0.006	-0.0069	0.0015
Si	8.1763	5.3638	6.2104	0.0058	0.0047	-0.0021
Si	-0.0372	8.1518	6.1634	0.0096	0.0112	0.0101
Si	5.4698	8.0786	6.1146	0.001	-0.0014	-0.0082
Si	3.713	1.3704	7.4144	-0.0744	-0.0051	-0.0071
Si	9.8939	1.1449	7.4304	0.0052	0.0046	0.0091
Si	1.6371	3.8058	7.4272	0.0335	-0.0254	0.074
Si	6.6354	4.1196	7.5601	-0.011	0.0012	-0.0126
Si	4.5143	6.5756	7.7186	-0.004	0.003	0.0046
Si	9.2786	7.038	7.4591	0.0007	-0.005	-0.0066
Si	1.1502	9.8129	7.3139	-0.0059	-0.018	-0.017
Si	6.9859	9.2477	7.4149	0.0014	-0.0002	-0.0006
O	1.2531	4.1	24.111	0.001	0.0001	-0.0032
O	6.7806	9.5917	24.2556	-0.005	0.0052	-0.0081
O	2.9303	2.8004	7.4067	-0.0441	0.0216	0.0287
O	8.1655	8.1891	7.8761	-0.0003	0.0044	0.0043
O	5.5613	5.3045	7.9913	0.0003	-0.0035	0.0045
O	0.0682	0.0005	7.8999	-0.0022	0.0001	0.0029
O	5.3515	5.5308	23.1544	-0.0002	0.0006	-0.0065
O	10.5181	0.4988	23.0903	0	0.0025	-0.0048
O	2.1701	9.4133	8.5625	0	0.0014	0.002
O	1.2763	3.8278	9.0346	0.0719	0.0014	-0.0268
O	9.4732	1.9969	8.761	0.0002	-0.0041	-0.003
O	7.6557	9.9598	12.1108	0.0009	-0.0001	-0.0007
O	3.4521	0.816	8.9765	0.014	0.0044	-0.0045
N	4.3255	7.3381	9.3112	-0.0009	-0.0005	-0.0038
O	7.2251	3.3504	8.9099	-0.006	-0.0002	0.0046
O	9.8494	6.5096	8.9151	-0.0002	0.0028	0.0078
O	3.3426	2.4553	23.1745	-0.001	0.0001	-0.0054
O	4.6649	0.178	23.5214	0.0005	-0.0009	-0.0026
O	9.1993	2.4949	24.0012	0.001	-0.0064	-0.0109
O	9.8255	5.5785	23.5706	0.0012	0.0007	-0.0006
O	19.8896	8.1269	23.5738	-0.0006	0.0003	-0.004
O	3.2824	7.9791	23.3201	-0.0008	0.0006	-0.002
O	6.9864	4.0097	24.4102	0.0031	-0.0044	-0.0081
O	1.312	9.6428	24.1288	0.003	-0.0019	-0.0025
Si	3.8205	6.4131	10.7221	0.0001	-0.0044	-0.0052
Si	9.1047	4.2797	14.6398	-0.0039	-0.0005	0.0013
Si	7.4195	8.3515	11.9459	-0.003	-0.0005	-0.0002
Si	4.2119	1.2741	22.4019	-0.0002	-0.0009	0.0044
Si	17.1185	3.8275	14.2901	-0.001	-0.0039	0.0002
Si	2.7457	-0.4468	20.1595	-0.0004	0.001	0.0031
Si	7.1761	4.1649	19.4903	-0.0019	0.0006	0.0006
Si	14.0153	6.652	16.4692	-0.0013	-0.0033	-0.0002
Si	1.9242	4.1502	10.5043	-0.0203	-0.0236	-0.0344
Si	5.6955	16.2141	16.7798	-0.0023	-0.0012	-0.0043
Si	3.7838	9.7622	17.2867	0.0003	-0.0015	-0.0018
Si	10.2235	4.4497	11.6954	0.0005	-0.003	-0.0019
Si	10.9133	6.5284	16.0743	-0.0019	-0.003	-0.0001
Si	7.9984	1.6189	14.5429	-0.0028	0.002	0.0022
Si	2.8028	10.4177	9.7024	0.0087	0.0056	-0.0054
Si	9.1239	6.7831	22.6746	-0.0011	0.0008	0.0065
Si	11.1898	-1.1309	11.2174	-0.0013	-0.0013	-0.001
Si	3.583	-3.2813	13.7237	-0.0001	-0.002	0.0021
Si	5.1864	8.7419	9.8742	-0.003	0.0025	-0.0037
Si	9.5711	1.7702	22.6109	0.0015	0.0091	0.0132
Si	11.9366	-0.4219	16.6181	-0.0009	-0.001	-0.0004
Si	8.4048	2.6387	9.8086	0.01	-0.002	0.0003
Si	-0.422	8.2464	18.4216	-0.0004	-0.0013	0.0002
Si	11.7555	-2.0266	14.1669	0.001	-0.0024	0.0017
Si	4.6945	3.8182	11.6378	0.0003	-0.0125	-0.0137
Si	6.0206	6.0846	21.7667	0.0013	-0.001	0.0089
Si	6.4659	7.7291	14.7352	-0.0005	-0.0006	0.0028
Si	11.5392	6.5212	20.712	-0.0012	0.0011	0.0067
Si	11.0986	1.086	18.8655	0.001	-0.0012	0.0007
Si	14.2237	7.6953	21.7054	-0.0015	-0.0002	0.0074
Si	6.9661	1.3718	20.8137	0.0003	-0.0001	0.0057
Si	9.9587	7.2026	10.3952	0.0014	-0.0024	-0.0098
Si	-0.644	3.6889	20.2144	0.0011	-0.0009	0.0083
Si	8.4521	-0.6113	19.15	-0.0012	-0.0021	-0.0058
Si	6.8507	10.2181	16.3961	0.0038	0.0007	-0.0005
Si	8.5734	0.3377	11.817	-0.0016	-0.0009	0.0023
O	13.37	8.7911	13.9508	-0.0003	-0.0013	-0.0025
O	7.7203	-0.7758	17.7386	0.0018	-0.0022	0.0033
O	6.0128	8.1928	11.1568	0.0037	-0.0009	0.0023
O	1.6186	10.6189	10.8172	0.0053	-0.001	-0.0012
O	4.9571	-5.6861	10.8972	-0.0021	-0.0033	-0.0001
O	10.0004	7.2114	17.2604	0.0009	0.0007	-0.001
O	6.2559	4.9503	20.6082	-0.0006	0.0001	-0.0062
O	6.6379	13.2468	13.9647	0.0003	0.0003	0.0005
O	3.5728	7.1753	12.165	-0.001	-0.0011	0.0017
O	2.3733	5.7231	10.3828	-0.0066	-0.0114	-0.0015
O	7.5611	4.7575	14.2758	0.0009	-0.0019	-0.0013
O	11.4332	-1.5874	17.6487	0.0007	0.0017	-0.0027
O	9.8732	4.1902	13.2339	0.0006	0.0005	-0.0008
O	0.6168	7.4573	19.3875	0.0016	0.0004	-0.0037
O	6.9566	2.5345	19.6395	-0.0002	-0.0005	-0.0044
O	12.4308	6.2257	16.6936	-0.0017	0.0002	-0.0019
O	17.2216	6.5363	15.8651	-0.0004	-0.0012	-0.0022
O	13.024	6.6018	21.408	0.0014	0.0005	-0.0059
O	3.288	0.6442	21.2327	0.001	-0.0001	-0.0053
O	0.7387	3.7591	11.5277	0.02	0.0082	-0.021
O	7.2225	-0.1284	20.151	-0.001	0.0007	-0.0038
O	8.1631	1.3953	21.9135	0.0005	0.0007	-0.0048
O	-1.6598	8.8976	19.3008	0.0005	0.0018	-0.0034
O	2.7844	9.046	20.927	-0.0007	-0.0025	-0.0055
O	12.2349	0.2114	19.6973	-0.0003	-0.0003	-0.0041
O	6.1176	9.572	8.8042	0.0018	-0.0017	0.0031
O	8.5411	7.7313	10.9661	-0.0003	0.0005	0
O	8.835	0.9981	13.2888	-0.0012	-0.0013	-0.0021
O	7.4425	11.5036	15.6225	-0.0002	-0.0047	0.0013
O	5.687	2.6104	11.24	0.0551	0.1262	0.0937
O	2.6215	-0.3358	16.5142	0.0008	-0.0016	-0.0013
O	3.1965	14.2752	11.1477	-0.0152	0.0085	-0.0064
O	-6.7765	5.6776	17.2461	0	0	-0.0015
O	11.114	7.5409	14.7954	-0.0008	-0.0017	-0.0004
O	4.0669	9.7617	10.4791	-0.0028	0	-0.0012
O	3.4437	8.166	17.0314	-0.0002	0.0011	-0.0025
O	10.013	5.2328	15.6161	0.0001	0.0024	-0.0007
O	10.2923	2.8447	21.6239	-0.0042	-0.0043	-0.004
O	5.0022	15.1128	13.2154	0.0053	-0.0037	-0.0055
O	4.8267	7.1708	21.29	0.0005	-0.0005	-0.0077
O	11.0276	2.6896	19.1475	-0.0013	0.0024	-0.0026
O	8.945	2.7628	15.2688	-0.001	-0.001	-0.0025
O	3.7081	-0.7111	18.8584	-0.0008	0.0002	-0.0016
O	5.5943	1.6954	21.6396	-0.0001	-0.001	-0.0061
O	5.2463	10.2122	16.7191	-0.0011	-0.0014	-0.0016
O	7.9046	1.3929	10.7559	-0.0047	0.0033	0.0026
O	9.602	0.5426	19.2489	-0.0026	-0.0022	-0.0054
O	17.6075	4.8123	18.0452	0.0017	-0.003	0.0013
O	7.5918	6.5358	22.0955	-0.0012	0.0006	-0.0071
O	-5.9103	-2.668	14.1624	-0.0001	-0.0007	-0.003
O	7.3622	-3.4238	13.3618	0.001	-0.0002	-0.0031
O	11.3847	-0.7518	15.1261	-0.0005	0.0007	-0.0005
O	10.2564	7.0973	21.555	0.0015	-0.0005	-0.0067
O	9.0973	3.8043	10.7107	-0.0022	-0.0012	0.0013
O	8.8143	-6.6433	19.749	0.0016	-0.0005	-0.0049
O	0.429	11.9041	17.2494	-0.0008	-0.0002	-0.0011
O	16.5036	3.9789	15.7949	0.0002	0.0014	-0.0021
O	11.107	-1.7214	12.728	-0.0008	-0.0004	-0.0059
O	11.2902	4.9549	20.3772	-0.0019	-0.0045	-0.0072
O	0.0386	8.4819	10.2693	-0.0014	-0.0011	0.0034
O	10.4418	6.0408	11.4159	0.0002	0.0015	0.0008
O	9.9747	-0.0679	11.0952	-0.0004	-0.0006	0.0002
O	14.2299	6.4836	14.8382	-0.0004	-0.0003	-0.0011
O	7.2284	8.9174	15.5167	-0.0011	0.0024	-0.0012
H	5.4246	2.0524	10.4976	-0.0756	-0.1224	-0.0813

Results
free energy: -133792.484 eV
free energy less fixed offsets of H -15.97, N -385.13, O -568.88, Si -635.61 eV per atom: 1.696 eV

The program warned: the cutoff lies below the one the program advises for these potential files; the forces do not sum to zero within the program's tolerance; the exchange-correlation potential is rough where the density is thin.
